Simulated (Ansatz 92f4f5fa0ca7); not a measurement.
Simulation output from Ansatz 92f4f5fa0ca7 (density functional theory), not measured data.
Periodic cell of 215 atoms, Si133O82, from a study of silicon, its oxide and their interface. The atomic structure is a simulated model.
Doubt: the cutoff is low for norm-conserving oxygen, so forces and energies are approximate.

Settings
functional: HSE06
potential files: SPMS norm-conserving
basis: plane waves
wave-function cutoff: 800 eV
density cutoff ratio: 4
exchange-correlation grid ratio: 1
k mesh: 1 x 1 x 1, Gamma-centred
occupations: fixed
spin: none
net charge: 0

Cell vectors (angstrom)
a	10.938	0	0
b	0	10.938	0
c	0	0	31.5432

Atoms: element, x, y, z (angstrom)
Si	10.4355	0.5649	24.3369
Si	6.0254	10.4983	24.1421
Si	2.1287	3.2417	24.0917
Si	8.6972	2.2586	24.2913
Si	0.4901	5.0585	24.1622
Si	5.0459	5.8934	24.2012
Si	3.3786	7.6505	24.16
Si	7.8233	8.8147	23.9984
Si	1.3594	1.4474	25.4381
Si	6.8813	1.332	25.4545
Si	4.0312	4.0972	25.3334
Si	9.6323	4.1177	25.397
Si	1.4687	6.8334	25.3594
Si	6.8889	6.9315	25.2597
Si	4.1992	9.5418	25.336
Si	9.5438	9.6156	25.4179
Si	2.7649	-0.0124	26.6965
Si	8.2057	-0.0154	26.8465
Si	-0.0058	2.7584	26.8328
Si	5.4432	2.7366	26.709
Si	2.7399	5.4504	26.7962
Si	8.201	5.5047	26.6841
Si	0.021	8.1941	26.7016
Si	5.5137	8.191	26.7677
Si	4.1018	1.3673	28.1249
Si	9.5708	1.3673	28.1249
Si	1.3673	4.1018	28.1249
Si	6.8362	4.1018	28.1249
Si	4.1018	6.8362	28.1249
Si	9.5708	6.8362	28.1249
Si	1.3673	9.5708	28.1249
Si	6.8362	9.5708	28.1249
Si	0	0	29.4922
Si	5.469	0	29.4922
Si	2.7345	2.7345	29.4922
Si	8.2035	2.7345	29.4922
Si	0	5.469	29.4922
Si	5.469	5.469	29.4922
Si	2.7345	8.2035	29.4922
Si	8.2035	8.2035	29.4922
Si	1.3673	1.3673	30.8594
Si	6.8362	1.3673	30.8594
Si	4.1018	4.1018	30.8594
Si	9.5708	4.1018	30.8594
Si	1.3673	6.8362	30.8594
Si	6.8362	6.8362	30.8594
Si	4.1018	9.5708	30.8594
Si	9.5708	9.5708	30.8594
Si	2.7345	0	0.6835
Si	8.2035	0	0.6835
Si	0	2.7345	0.6835
Si	5.469	2.7345	0.6835
Si	2.7345	5.469	0.6835
Si	8.2035	5.469	0.6835
Si	0	8.2035	0.6835
Si	5.469	8.2035	0.6835
Si	4.1018	1.3673	2.0507
Si	9.5708	1.3673	2.0507
Si	1.3673	4.1018	2.0507
Si	6.8362	4.1018	2.0507
Si	4.1018	6.8362	2.0507
Si	9.5708	6.8362	2.0507
Si	1.3673	9.5708	2.0507
Si	6.8362	9.5708	2.0507
Si	0	0	3.418
Si	5.469	0	3.418
Si	2.7345	2.7345	3.418
Si	8.2035	2.7345	3.418
Si	0	5.469	3.418
Si	5.469	5.469	3.418
Si	2.7345	8.2035	3.418
Si	8.2035	8.2035	3.418
Si	1.3099	1.3933	4.7138
Si	6.8566	1.3283	4.8512
Si	4.0771	4.1316	4.7072
Si	9.5555	4.0875	4.8505
Si	1.3563	6.8668	4.8501
Si	6.844	6.8198	4.729
Si	4.1033	9.5701	4.8332
Si	9.576	9.5751	4.7699
Si	2.6245	0.0285	6.0829
Si	8.2154	-0.1051	6.2575
Si	-0.0179	2.6771	6.2085
Si	5.4099	2.7644	6.0729
Si	2.7376	5.4447	6.1609
Si	8.1207	5.4431	6.1785
Si	-0.0004	8.2838	6.226
Si	5.5397	8.1718	6.1533
Si	3.5094	1.9087	7.1542
Si	10.0194	0.8418	7.4609
Si	1.7951	3.6485	7.3801
Si	6.2354	4.5338	7.3805
Si	4.6385	6.3166	7.266
Si	9.1547	7.2082	7.33
Si	0.8936	10.1495	7.5027
Si	7.3862	8.9129	7.4788
O	4.5684	6.6134	8.8938
O	1.4171	3.9903	8.9679
O	9.7074	6.586	8.7646
O	1.2997	10.0673	9.1314
O	6.173	4.237	9.0251
O	3.903	1.3587	8.6488
O	7.0662	8.985	9.1165
O	9.6517	1.1034	9.0611
O	8.3064	2.4946	22.7096
O	11.0175	5.522	22.6266
O	5.6396	0.0256	22.6069
O	5.279	5.4028	22.6362
O	2.1401	2.8173	22.481
O	3.3103	7.8358	22.5063
O	8.3498	8.7421	22.411
O	-0.2041	11.239	22.7424
Si	2.1568	3.0212	12.9035
Si	8.6863	1.2551	10.3609
Si	1.0837	4.5136	15.3723
Si	7.5689	5.5211	12.2238
Si	2.3988	8.1878	21.2132
Si	5.4452	7.6962	12.5098
Si	9.2584	0.465	15.4998
Si	2.9035	-0.0564	16.6405
Si	10.4696	1.1883	12.6074
Si	7.7705	2.8237	21.2252
Si	9.1445	8.7972	14.4763
Si	1.4735	4.8248	10.3684
Si	4.4697	9.486	19.1287
Si	11.065	6.0956	21.1061
Si	6.6138	10.4516	14.8505
Si	5.384	0.723	21.1681
Si	2.3348	9.8196	10.3808
Si	0.4163	10.6311	21.3938
Si	5.8563	5.244	21.1372
Si	3.6526	7.1129	10.1181
Si	9.0626	5.6813	14.8413
Si	3.6724	4.0671	19.1017
Si	10.025	3.6693	19.2936
Si	4.2636	8.653	15.3657
Si	0.4593	1.9211	17.1478
Si	6.7835	7.527	19.2474
Si	5.2558	3.619	16.7365
Si	7.7796	5.0185	17.507
Si	6.7322	9.8526	10.4645
Si	4.3598	1.0577	10.1646
Si	-0.0209	9.1138	11.9121
Si	9.0867	8.6231	20.9454
Si	4.5462	1.6651	14.5714
Si	2.4425	2.0789	21.0593
Si	6.3227	3.3152	10.3609
Si	3.4387	5.9184	16.7573
Si	9.8564	6.5688	10.3751
O	0.1288	2.6323	18.5769
O	2.9248	9.6164	15.5627
O	10.8496	4.8109	20.126
O	7.4769	2.2497	9.9586
O	10.9182	5.3794	10.8006
O	6.5587	6.588	12.9417
O	10.2862	8.093	10.808
O	7.6734	9.4579	14.0207
O	8.3973	6.2308	11.014
O	5.3469	10.5105	20.0317
O	2.1657	3.7995	11.4541
O	7.9668	8.5388	19.7564
O	6.2041	6.7169	20.5448
O	5.5005	2.7115	15.4048
O	1.297	0.9245	20.7135
O	6.2069	8.897	11.6865
O	4.6073	4.9833	16.1132
O	6.5999	3.9002	17.6203
O	10.6117	10.7072	11.8153
O	5.5786	0.4965	13.9825
O	8.0038	5.1102	15.911
O	9.7256	9.8267	15.6147
O	-0.3874	5.1436	15.1681
O	1.5481	6.8529	20.7829
O	1.4891	0.6254	17.1566
O	6.584	1.7751	20.8197
O	0.985	1.8756	12.862
O	3.2689	5.4911	18.3498
O	9.5095	2.0083	11.5698
O	1.0471	3.0967	16.181
O	8.6465	5.1074	13.3754
O	10.2971	8.6324	13.3317
O	1.4347	9.4033	21.7045
O	10.073	9.9194	20.6151
O	3.071	0.2845	10.8731
O	4.9555	2.4735	10.7768
O	1.7825	4.2066	13.9446
O	8.0567	10.7455	10.8512
O	9.1395	4.4809	18.1975
O	5.6329	9.5018	15.7732
O	5.5597	-0.0305	10.1166
O	3.5874	2.3199	13.3908
O	1.9719	5.6637	16.1005
O	9.6968	1.035	14.0304
O	4.4035	6.9188	11.5373
O	4.7739	4.4544	20.2265
O	9.9489	1.3701	16.6361
O	6.7409	4.2393	11.6427
O	5.568	8.3979	18.5877
O	9.0509	2.74	20.22
O	3.5959	1.1196	15.7689
O	4.2248	3.0678	17.9048
O	9.8921	7.2053	20.9168
O	3.4063	8.7071	9.853
O	3.9454	7.4263	16.4006
O	7.6236	0.4944	15.7017
O	8.9524	7.2971	15.0281
O	3.9231	1.4251	21.1877
O	1.6023	9.1046	11.6757
O	2.3095	6.2067	10.16
O	7.3367	6.4571	18.1413
O	7.2264	4.3609	21.1636
O	4.567	8.1925	13.8133
O	3.3205	8.6822	19.9705
O	2.5025	3.2235	19.877
O	3.7192	10.3483	17.9568

Results
free energy: -51800.883 eV
free energy less fixed offsets of O -447.96, Si -113.29 eV per atom: -0.593 eV
gap between the highest filled and lowest empty level on this k mesh: 1.418 eV

The program warned: the cutoff lies below the one the program advises for these potential files; the forces do not sum to zero within the program's tolerance; the exchange-correlation potential is rough where the density is thin.
